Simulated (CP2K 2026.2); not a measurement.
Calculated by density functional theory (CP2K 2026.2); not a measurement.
Periodic cell of 534 atoms, Si358O176, from a study of silicon, its oxide and their interface. The atomic structure is a simulated model.
Doubt: the forces sum to 2.00 eV/angstrom along one axis rather than to zero, so they err by at least 0.0037 eV/angstrom per atom on average; the grid cutoff is modest.

Settings
functional: PBE
method: Gaussian and plane waves
basis set: DZVP-MOLOPT-SR-GTH
pseudopotentials: GTH-PBE
grid cutoff: 350 Ry, relative cutoff 50 Ry
k points: Gamma only
occupations: fixed
spin: none
net charge: 0

Cell vectors (angstrom)
a 16.4025 0 0
b 0 16.4025 0
c 0 0 35.7831

Atoms and the computed forces on them: element, x, y, z (angstrom), force x, y, z (eV/angstrom)
Si 0.382 0.019 0.153 -0.083 0.093 -0.084
Si 2.478 2.863 0.072 0.075 -0.091 -0.167
Si 0.222 5.181 35.717 -0.208 -0.005 -0.166
Si 3.056 8.098 0.164 -0.106 -0.089 0.087
Si 16.129 11.329 0.215 0 -0.085 -0.204
Si 2.572 14.134 35.708 0.026 -0.008 -0.334
Si 5.919 15.612 35.731 -0.473 0.134 -0.13
Si 8.468 2.773 0.181 -0.135 0.383 0.207
Si 5.157 5.807 0.026 -0.08 -0.003 0.051
Si 7.964 8.371 0.046 0.065 -0.093 0.013
Si 5.784 10.655 35.688 0.023 0.273 -0.165
Si 7.808 14.161 0.157 0.143 -0.301 0.034
Si 10.655 0.507 35.343 0.176 0.155 0.207
Si 13.345 3.066 0.298 -0.013 0.21 -0.168
Si 10.997 5.301 0.479 0.012 -0.054 0.132
Si 13.156 8.844 35.727 0.081 -0.262 -0.224
Si 10.714 10.884 35.75 -0.219 -0.06 -0.052
Si 14.294 13.731 35.613 0.175 0.02 0.254
Si 1.472 1.432 1.621 -0.091 0.01 -0.195
Si 4.09 4.118 1.308 -0.053 0.105 -0.261
Si 1.27 6.917 1.241 0.208 0.012 -0.154
Si 4.237 9.632 1.457 0.056 -0.053 -0.205
Si 1.466 12.451 1.306 -0.025 0.05 -0.153
Si 4.146 15.013 1.443 0.17 0.124 -0.187
Si 6.934 1.546 1.407 0.035 0.027 0.045
Si 9.537 4.111 1.77 0.03 -0.002 -0.196
Si 6.777 6.848 1.42 0.007 0.059 -0.258
Si 9.445 9.579 1.43 -0.075 -0.116 -0.151
Si 6.837 12.34 1.334 -0.166 -0.246 -0.169
Si 9.556 15.264 1.224 0.044 0.166 -0.19
Si 12.235 1.302 1.307 -0.044 -0.026 -0.199
Si 15.072 4.165 1.435 0.024 0.038 -0.133
Si 12.285 7.043 1.352 0.055 0.093 -0.158
Si 14.797 9.806 1.396 0.087 -0.112 -0.013
Si 11.971 12.318 1.354 0.199 0.005 0.036
Si 15.198 15.147 1.428 -0.019 0.062 -0.267
Si 16.369 2.752 2.835 -0.061 0.087 0.176
Si 2.867 0.04 2.852 0.046 -0.034 0.135
Si 16.294 8.307 2.627 -0.095 0.013 -0.094
Si 2.663 5.51 2.697 -0.1 -0.089 -0.087
Si 0.097 13.744 2.782 0.184 0.061 0.172
Si 2.771 11.015 2.699 -0.041 -0.018 -0.005
Si 5.463 2.809 2.743 -0.049 0.018 -0.022
Si 8.197 0.062 2.779 -0.025 0.092 -0.14
Si 5.502 8.244 2.854 0.176 0.027 0.119
Si 8.104 5.525 2.885 -0.078 0.077 0.054
Si 5.415 13.583 2.788 0.056 -0.044 0.085
Si 8.162 11.001 2.785 -0.011 0.045 0.03
Si 10.957 2.638 2.873 -0.021 -0.09 0.201
Si 13.65 16.393 2.703 -0.04 0.02 0.008
Si 10.881 8.266 2.792 -0.04 0.029 0.023
Si 13.7 5.616 2.726 -0.077 -0.023 0.1
Si 10.821 13.831 2.696 -0.001 0.013 -0.058
Si 13.485 11.084 2.804 -0.195 0.079 0.117
Si 1.348 4.142 4.158 0.064 0.059 -0.137
Si 4.169 1.443 4.19 -0.032 -0.061 -0.055
Si 1.335 9.62 4.005 -0.029 0.052 0.075
Si 4.055 6.854 4.129 -0.013 -0.028 -0.149
Si 1.439 15.085 4.194 -0.064 -0.078 -0.112
Si 4.078 12.284 4.202 0.032 0.012 -0.045
Si 6.767 4.128 4.197 0.055 0.063 0.055
Si 9.542 1.346 4.249 0.11 0.076 -0.161
Si 6.859 9.616 4.212 -0.047 -0.069 -0.129
Si 9.545 6.878 4.178 0.019 0.012 -0.028
Si 6.813 15.022 4.111 0.041 -0.019 -0.15
Si 9.537 12.399 4.118 -0.09 -0.106 -0.027
Si 12.344 4.143 4.122 -0.021 -0.045 -0.216
Si 14.985 1.36 4.139 -0.001 0.076 -0.021
Si 12.228 9.635 4.179 -0.003 0.021 -0.007
Si 15.049 6.935 4.127 -0.095 -0.02 -0.059
Si 12.284 15.053 4.105 -0.001 0.033 -0.058
Si 15.022 12.378 4.106 -0.031 -0.01 -0.094
Si 16.402 16.369 10.982 0.004 0.012 -0.009
Si 2.763 2.731 10.981 0.004 -0.027 -0.005
Si 0.008 5.455 10.983 -0.007 -0.005 -0.007
Si 2.752 8.176 10.969 0.01 -0.031 -0.005
Si 16.388 10.896 10.978 0.017 0.05 -0.008
Si 2.744 13.637 10.969 0.008 -0.009 -0.003
Si 5.491 16.386 10.975 0.004 -0.007 -0.001
Si 8.226 2.7 10.995 0.031 -0.031 0.001
Si 5.5 5.445 10.99 -0.01 -0.03 0.008
Si 8.207 8.162 10.994 0.001 -0.013 0.015
Si 5.468 10.903 10.976 -0.008 0.008 0
Si 8.209 13.631 10.997 0.025 0.001 -0.003
Si 10.924 16.364 11.011 0.007 0.027 -0.001
Si 13.664 2.696 10.982 0.041 -0.015 -0.011
Si 10.942 5.423 10.984 0.063 -0.031 -0.004
Si 13.675 8.161 10.98 0.031 0.011 -0.009
Si 10.93 10.877 11.008 0.025 -0.017 0
Si 13.645 13.615 11.003 0.036 0.009 -0.012
Si 1.401 1.335 12.316 -0.003 0.021 -0.006
Si 4.158 4.067 12.363 -0.013 0.029 0.014
Si 1.412 6.8 12.339 0.022 0.03 0.007
Si 4.131 9.515 12.343 0.001 0.048 0.003
Si 1.384 12.246 12.319 -0.071 -0.035 -0.006
Si 4.14 14.996 12.32 -0.019 0.027 -0.009
Si 6.874 1.318 12.359 -0.06 -0.013 0.001
Si 9.604 4.041 12.374 -0.043 0.012 0.013
Si 6.873 6.781 12.382 0.008 0.029 0.016
Si 9.57 9.501 12.388 0.004 0.031 0.014
Si 6.85 12.244 12.345 -0.015 -0.015 -0.023
Si 9.562 14.98 12.385 -0.014 -0.018 0.015
Si 12.298 1.326 12.366 0.032 0.01 0.01
Si 15.045 4.061 12.327 -0.028 -0.028 -0.013
Si 12.324 6.772 12.343 -0.02 0.015 -0.01
Si 15.042 9.512 12.355 -0.047 -0.076 0.005
Si 12.295 12.221 12.389 -0.014 0.022 0.025
Si 15.024 14.984 12.343 0.003 -0.032 0.004
Si 0.032 2.7 13.667 -0.013 -0.025 -0.006
Si 2.784 16.372 13.667 0 -0.025 -0.004
Si 0.049 8.161 13.696 -0.01 0.039 0.015
Si 2.795 5.447 13.717 -0.008 -0.022 0.011
Si 0.004 13.596 13.672 -0.017 0.017 -0.025
Si 2.754 10.877 13.684 0.003 -0.013 -0.01
Si 5.544 2.699 13.729 0.026 -0.07 -0.005
Si 8.198 16.34 13.767 0.035 0.046 0.042
Si 5.495 8.153 13.735 -0.032 -0.045 0.026
Si 8.256 5.404 13.75 0.001 -0.039 -0.023
Si 5.514 13.64 13.691 0.028 -0.031 0.008
Si 8.155 10.843 13.744 -0.008 0.08 0.005
Si 10.953 2.672 13.779 0.019 -0.024 0.059
Si 13.629 16.319 13.716 0.014 0.04 -0.011
Si 10.954 8.101 13.728 0.097 -0.023 -0.005
Si 13.677 5.392 13.712 0.012 0.005 0.019
Si 10.88 13.555 13.746 0.084 0.004 0.006
Si 13.653 10.82 13.758 0.06 0.059 0.033
Si 1.427 4.047 15.032 0.001 0.002 0.026
Si 4.176 1.306 15.05 -0.014 0.025 0.035
Si 1.426 9.507 15.086 -0.015 -0.028 0.078
Si 4.159 6.794 15.13 0.009 0 0.078
Si 1.41 14.971 14.972 -0.06 0.025 0.002
Si 4.156 12.241 14.99 -0.031 -0.044 0.012
Si 6.929 4.026 15.132 0.011 0.079 0.037
Si 9.584 1.273 15.152 -0.102 -0.006 -0.036
Si 6.844 9.462 15.167 0.079 0.096 0.096
Si 9.646 6.725 15.137 -0.063 -0.051 0.084
Si 6.84 14.96 15.155 -0.095 -0.082 0.127
Si 9.48 12.199 15.133 -0.034 -0.024 0.017
Si 12.321 4.061 15.151 0.094 0.063 0.033
Si 15.048 1.311 14.986 0.016 -0.011 -0.039
Si 12.289 9.42 15.148 -0.102 -0.104 0.016
Si 15.122 6.729 15.01 -0.03 0.051 0.002
Si 12.248 14.922 15.088 -0.035 -0.078 0.002
Si 15.084 12.19 15.056 0.031 0.011 0.022
Si 0.015 16.323 16.284 0.111 -0.114 0.001
Si 2.808 2.681 16.368 -0.058 -0.025 0.03
Si 0.089 5.407 16.413 -0.026 -0.042 -0.013
Si 2.756 8.139 16.513 0.015 0.091 0.03
Si 0.151 10.941 16.466 -0.174 -0.007 0.096
Si 2.832 13.645 16.301 0 0.096 0.111
Si 5.487 16.373 16.51 -0.005 -0.09 0.066
Si 8.318 2.702 16.563 0.003 -0.115 0.046
Si 5.572 5.41 16.472 -0.059 -0.135 0.094
Si 8.249 8.025 16.51 -0.004 -0.041 -0.017
Si 5.411 10.886 16.449 -0.1 0.01 0.016
Si 8.125 13.537 16.598 0.006 -0.066 0.076
Si 10.835 16.191 16.517 0.044 0.022 0.056
Si 13.736 2.639 16.406 -0.048 -0.001 0.008
Si 10.989 5.413 16.628 0.075 0.102 0.033
Si 13.798 8.042 16.408 0.166 0.074 0.004
Si 10.738 10.701 16.458 0.044 0.212 0.001
Si 13.623 13.487 16.363 0.063 -0.014 0.095
Si 1.419 1.254 17.618 0.028 0.012 -0.154
Si 4.162 4.037 17.771 0.078 0.148 -0.039
Si 1.422 6.718 17.873 0.012 -0.004 0.114
Si 4.07 9.57 17.893 -0.146 -0.112 0.149
Si 1.585 12.381 17.786 0.186 0.018 0.02
Si 4.022 14.993 17.811 -0.035 -0.025 0.016
Si 6.914 1.313 17.875 0.014 0.059 -0.169
Si 9.741 3.952 18.066 -0.06 -0.073 0.151
Si 6.956 6.678 17.936 -0.025 -0.191 0.031
Si 9.374 9.417 18.043 0.039 -0.043 -0.09
Si 6.674 12.165 17.97 0.03 0.028 0.153
Si 9.453 14.866 18.082 -0.063 -0.048 -0.112
Si 12.33 1.191 17.649 -0.051 0.047 -0.07
Si 15.199 3.97 17.743 -0.052 0.083 0
Si 12.553 6.708 17.927 -0.168 -0.174 -0.089
Si 15.158 9.491 17.717 0.158 -0.097 -0.129
Si 12.167 12.067 17.656 -0.042 0.026 -0.468
Si 15.066 14.906 17.595 -0.104 -0.016 -0.129
Si 0.192 2.595 19.023 0.036 0.112 0.084
Si 2.591 16.35 19.139 -0.119 -0.207 -0.022
Si 0.062 8.144 19.2 -0.109 -0.085 0.471
Si 2.921 5.417 19.238 -0.071 -0.046 -0.143
Si 0.089 13.708 19.003 0.265 0.188 0.052
Si 2.83 11.093 19.396 0.028 -0.28 0.453
Si 5.479 2.655 19.159 0.036 0.179 0.366
Si 8.033 16.354 19.452 -0.051 0.023 0.117
Si 5.662 8.28 19.123 0.082 0.251 -0.353
Si 8.297 5.251 19.464 -0.159 0.218 0.263
Si 5.338 13.723 19.279 0.134 0.056 0.037
Si 7.375 10.113 19.132 -0.262 0.218 0.101
Si 11.279 2.464 19.269 -0.201 -0.218 -0.072
Si 13.666 16.206 18.903 0.089 0.039 0.004
Si 10.287 8.951 20.227 -0.161 -0.345 0.26
Si 13.852 5.174 19.217 0.273 0.304 0.088
Si 10.811 13.197 19.192 0.004 -0.216 0.139
Si 13.342 10.445 18.842 0.021 0.19 -0.106
Si 1.848 3.608 20.457 0.299 -0.115 0.351
Si 4.03 1.295 20.372 -0.053 0.013 0.016
Si 1.463 9.519 20.617 -0.304 0.451 -0.642
Si 4.498 6.719 20.592 0.104 -0.573 0.011
Si 0.824 15.439 20.51 -0.088 0.063 0.117
Si 4.529 12.295 20.964 -0.432 0.303 -0.618
Si 6.53 4.199 20.66 0.348 -0.461 -0.282
Si 10.243 1.375 21.178 0.353 0.085 -0.408
Si 7.37 10.747 21.372 0.105 -0.082 -0.631
Si 9.227 6.175 21.529 -0.171 -0.352 -0.528
Si 6.261 15.397 20.702 -0.282 0.008 -0.448
Si 10.249 11.334 20.88 -0.266 0.6 0.224
Si 12.936 3.478 20.596 0.285 -0.355 -0.028
Si 15.065 1.227 20.156 0.138 -0.232 0.345
Si 12.427 8.393 19.636 0.413 -0.184 0.738
Si 14.842 6.888 20.503 0.213 0.023 -0.414
Si 12.533 14.498 20.077 0.296 -0.377 0.289
Si 14.357 11.963 20.209 -0.107 -0.054 0.432
Si 11.35 3.911 22.287 0.068 -0.037 -0.043
Si 3.068 3.806 26.909 -0.037 -0.058 0.228
Si 10.361 6.645 26.001 0.001 0.234 0.123
Si 3.044 7.607 22.227 0.391 0.013 0.234
Si 16.128 11.141 22.379 -0.203 0.107 0.524
Si 1.047 13.705 22.96 -0.383 -0.111 0.453
Si 9.84 9.223 24.918 0.201 0.066 0.3
Si 4.422 5.282 24.835 -0.034 -0.228 0.45
Si 4.308 8.229 25.044 0.007 0.088 0.437
Si 7.181 4.806 23.42 -0.027 -0.249 0.081
Si 3.798 13.46 23.931 -0.014 -0.041 0.299
Si 6.951 0.445 25.074 -0.255 -0.061 0.298
Si 12.535 9.741 25.761 0.045 -0.071 0.146
Si 8.034 14.938 23.058 -0.353 -0.073 0.485
Si 11.491 5.708 29.453 0.125 0.024 0.002
Si 0.486 5.706 22.423 -0.321 -0.163 0.054
Si 13.214 6.916 25.982 0.012 0.302 0
Si 14.149 14.059 26.599 0.023 -0.02 0.145
Si 12.168 14.04 24.502 0.274 -0.136 0.25
Si 1.692 1.671 25.471 0.037 0.011 0.268
Si 1.599 13.824 29.767 0.08 -0.011 -0.091
Si 0.61 6.232 30.26 0.012 0.032 -0.006
Si 14.98 12.864 24.273 0.042 -0.097 0.115
Si 5.896 11.957 25.602 -0.035 -0.006 0.113
Si 7.962 3.176 26.03 -0.112 -0.094 0.343
Si 7.94 14.196 25.979 -0.027 0.079 0.257
Si 1.655 4.535 24.67 -0.042 -0.213 0.359
Si 4.857 9.705 27.444 -0.124 0.063 0.077
Si 3.641 5.196 29.645 -0.065 -0.029 0.055
Si 9.496 14.486 28.619 -0.096 -0.009 -0.111
Si 10.913 15.812 22.43 0.367 -0.01 0.271
Si 14.444 6.872 28.625 -0.013 0.058 -0.008
Si 8.814 6.577 28.616 -0.059 0.102 -0.006
Si 12.092 4.404 25.212 0.087 0.231 0.397
Si 11.371 11.398 23.633 0.12 -0.136 0.485
Si 13.038 2.219 27.431 0.108 -0.1 -0.006
Si 13.233 3.437 33.123 -0.039 0.173 -0.158
Si 15.337 0.458 26.561 0.118 0.003 -0.046
Si 11.744 0.266 29.297 -0.087 0.018 -0.109
Si 5.86 7.555 29.241 -0.064 0.058 0.062
Si 15.255 12.724 29.008 0.023 0.055 -0.18
Si 1.913 11.15 31.446 -0.105 -0.031 -0.332
Si 3.995 15.314 28.472 -0.02 0.039 0.014
Si 6.699 15.829 29.28 -0.019 0.041 0.083
Si 4.633 10.031 30.446 -0.005 -0.057 -0.128
Si 5.283 3.197 31.211 -0.088 -0.157 -0.234
Si 1.084 1.728 33.563 0.183 -0.094 0.1
Si 9.501 3.753 28.35 0.163 -0.005 0.206
Si 9.28 6.417 33.804 0.242 -0.002 0.009
Si 0.243 16.227 31.416 0.041 0.018 -0.361
Si 12.338 10.599 31.29 -0.01 -0.156 -0.08
Si 0.094 8.926 31.558 0.033 0.058 -0.135
Si 7.015 9.698 24.134 -0.033 0.213 0.388
Si 14.175 15.009 32.791 -0.068 -0.438 -0.578
Si 16.032 4.469 32.779 -0.032 0.082 -0.079
Si 4.618 0.196 31.057 0.091 0.082 -0.141
Si 1.484 9.825 33.922 0.018 -0.035 -0.196
Si 5.942 11.779 32.783 -0.019 -0.066 -0.209
Si 4.484 14.501 33.256 -0.092 0.175 -0.137
Si 6.962 4.469 33.634 0.018 -0.142 -0.076
Si 13.986 10.011 28.603 -0.049 -0.069 -0.121
Si 7.13 2.421 28.724 -0.098 -0.184 0.178
Si 11.845 5.896 32.374 0.042 -0.122 -0.123
Si 4.033 16.195 25.37 -0.039 0.038 0.22
Si 8.904 12.499 33.514 0.006 -0.145 -0.051
Si 14.685 0.932 29.299 0.14 0.11 -0.058
Si 11.912 0.776 32.326 -0.121 0.176 -0.099
Si 13.581 8.335 32.683 0.027 0.018 -0.288
Si 10.561 12.783 30.909 0.047 -0.174 -0.17
Si 13.482 13.202 31.526 -0.057 -0.052 0.112
O 1.413 15.267 35.324 0.112 -0.063 0.391
O 0.027 1.015 34.626 -0.419 -0.048 0.215
O 1.479 4.135 35.509 -0.288 0.045 0.252
O 2.499 2.01 34.385 0.011 0.215 0.252
O 15.985 5.355 34.171 -0.04 0.369 0.6
O 11.012 4.344 28.633 0.056 0.062 -0.247
O 2.707 9.142 34.715 0.249 0.073 0.108
O 4.038 6.932 35.279 -0.094 -0.17 0.242
O 15.296 12.503 35.145 -0.092 -0.128 0.481
O 0.255 10.257 34.871 0.095 -0.151 0.394
O 5.348 13.291 32.584 0.074 0.146 0.089
O 3.305 13.876 34.216 -0.101 -0.301 0.215
O 5.441 15.452 34.163 0.435 0.018 0.339
O 2.911 14.143 28.837 -0.063 -0.062 -0.179
O 9.592 1.769 35.309 -0.121 -0.081 0.031
O 7.644 3.465 34.718 0.013 -0.009 0.049
O 5.769 5.295 34.369 0.05 0.052 0.088
O 8.644 7.783 34.422 -0.262 0.059 0.352
O 6.874 9.479 35.256 -0.096 0.126 0.233
O 5.286 11.194 34.176 0.032 -0.149 0.64
O 5.565 10.984 31.39 0.015 0.196 0.082
O 8.386 13.738 34.43 -0.274 0.381 0.326
O 6.156 0.838 0.086 0.079 0.131 0.445
O 11.024 0.408 33.677 -0.12 0.019 0.439
O 10.827 11.163 31.009 0.165 0.224 0.087
O 13.767 2.762 34.504 0.024 -0.357 0.258
O 12.095 4.134 0.129 0.221 -0.038 0.144
O 10.516 6.753 32.786 -0.252 0.033 -0.068
O 9.976 5.584 35.01 0.061 -0.214 -0.085
O 13.839 8.36 34.288 0.032 0.248 0.208
O 14.905 8.787 31.843 -0.169 0.126 -0.085
O 9.871 11.511 34.434 0.228 0.062 0.35
O 11.919 9.854 35.223 0.312 -0.291 0.257
O 12.824 13.123 0.166 -0.193 0.265 0.212
O 13.254 16.28 32.396 0.166 0.096 0.208
O 2.952 2.444 21.108 -0.066 0.26 -0.405
O 0.94 4.33 21.656 0.024 0.072 -0.075
O 1.475 2.918 24.433 -0.138 0.15 -0.174
O 5.076 0.152 21.151 -0.032 0.082 -0.313
O 13.519 13.438 23.737 -0.097 -0.109 -0.03
O 15.834 12.28 19.57 -0.197 -0.06 -0.15
O 2.873 8.916 21.233 0.099 -0.307 0.081
O 0.504 9.782 21.982 0.256 -0.091 -0.17
O 16.043 13.998 23.739 0.217 0.128 0.071
O 16.056 0.155 21.013 0.27 0.105 -0.146
O 4.084 13.094 22.361 0.222 -0.429 -0.277
O 15.605 11.377 23.921 0.179 -0.046 -0.021
O 7.869 1.739 25.314 0.112 -0.105 -0.209
O 7.002 3.698 22.207 0.001 -0.287 -0.366
O 11.045 12.841 24.347 -0.217 -0.02 -0.107
O 7.788 4.28 24.852 -0.071 0.089 -0.457
O 5.893 11.482 21.406 0.195 -0.448 0.128
O 7.358 9.574 22.541 -0.127 -0.156 -0.257
O 8.117 5.997 22.771 0.205 0.106 0.23
O 5.684 5.307 23.839 0.049 0.068 -0.012
O 7.345 15.703 26.173 0.053 0.158 -0.251
O 6.911 14.478 21.948 0.005 -0.017 0.004
O 10.156 7.627 24.699 0.047 -0.324 -0.097
O 11.471 11.61 22.017 -0.292 0.163 -0.71
O 9.416 3.33 26.77 -0.226 -0.016 -0.095
O 9.55 7.754 21.206 0.46 1.011 -0.126
O 10.602 5.359 21.998 0.013 0.291 0.135
O 14.096 2.268 21.052 -0.505 0.569 -0.322
O 13.53 7.872 20.852 -0.4 -0.027 -0.576
O 8.719 11.714 21.527 0.264 -0.086 0.393
O 0.402 5.343 24.031 0.12 0.194 -0.31
O 15.439 6.262 21.919 0.346 -0.299 0.079
O 11.553 15.465 23.951 -0.55 0.061 -0.371
O 13.761 13.459 20.515 -0.303 0.039 -0.458
O 14.692 11.223 21.615 0.062 -0.302 0.248
O 14.87 12.78 25.891 -0.085 0.137 -0.186
O 10.19 2.733 22.113 -0.384 0.303 0.144
O 14.244 13.714 28.17 0.059 0.051 0.239
O 2.48 2.273 26.801 -0.002 0.095 -0.112
O 11.991 3.65 23.784 -0.299 -0.027 -0.19
O 15.752 6.062 29.2 -0.148 -0.069 -0.082
O 14.454 6.707 27.002 0.026 -0.1 -0.009
O 6.751 13.139 26.298 -0.05 0.185 0.299
O 1.579 6.872 22.155 0.134 0.145 0.077
O 2.023 12.662 30.857 0.285 -0.167 -0.017
O 2.179 13.449 24.105 -0.07 -0.04 0.021
O 1.47 14.902 21.949 -0.026 0.053 -0.218
O 4.444 12.424 25.021 -0.073 -0.12 -0.248
O 6.684 11.286 24.347 -0.07 -0.061 -0.154
O 4.387 4.063 25.944 0.053 0.102 -0.086
O 5.778 10.833 26.755 0.317 0.217 0.132
O 8.302 14.005 24.391 -0.185 0.044 -0.455
O 3.044 5.083 23.95 0.097 0.058 -0.319
O 1.861 4.775 26.296 0.092 0.098 -0.042
O 5.775 8.734 24.538 0.174 -0.199 0.043
O 5.519 5.458 20.994 -0.159 0.496 0.164
O 3.787 9.212 26.274 -0.133 -0.008 -0.276
O 3.113 10.124 31.016 -0.115 -0.062 0.046
O 10.905 9.652 26.109 0.037 -0.023 -0.041
O 8.244 9.339 25.165 -0.149 -0.223 -0.027
O 13.245 10.156 27.154 -0.072 0.214 -0.236
O 9.457 15.047 22.291 0.161 -0.267 -0.369
O 8.757 0.952 20.598 -0.03 -0.127 -0.148
O 11.205 0.564 30.835 -0.194 0.125 0.231
O 12.56 3.468 26.485 -0.115 0.183 0.138
O 10.278 6.84 29.345 -0.19 -0.037 -0.182
O 10.633 5.138 25.457 -0.101 -0.246 -0.324
O 13.189 5.619 25 -0.134 0.062 -0.044
O 13.26 8.36 25.213 -0.153 0.023 -0.227
O 3.326 8.19 23.747 -0.176 0.134 -0.108
O 12.602 14.243 26.083 -0.169 0.183 -0.196
O 15.159 11.147 28.587 0.127 0.026 0.145
O 13.951 1.321 26.379 -0.219 0.037 -0.031
O 14.536 3.998 32.308 -0.155 0.116 0.171
O 15.716 0.403 28.146 0.062 0.168 0.149
O 2.683 0.545 24.836 -0.094 -0.172 -0.269
O 13.009 6.253 29.155 -0.211 -0.244 0.034
O 0.64 7.835 30.506 0.077 0.201 -0.168
O 5.364 8.555 30.456 0.214 -0.144 0.293
O 0.806 12.344 22.073 0.116 0.015 -0.223
O 4.389 10.405 28.851 -0.126 0.085 -0.029
O 0.403 13.21 28.84 -0.016 0.048 -0.243
O 0.221 1.043 25.764 0.003 -0.131 -0.004
O 4.34 14.936 24.38 0.468 0.109 -0.159
O 10.192 10.246 23.697 -0.328 0.042 -0.31
O 5.351 0.766 25.236 0.188 0.096 0.121
O 10.787 15.489 28.687 0.018 -0.058 0.15
O 6.738 0.861 28.499 0.125 -0.038 -0.077
O 4.849 6.262 29.304 0.156 -0.147 0.138
O 6.158 3.075 29.841 -0.05 0.114 0.221
O 5.681 8.351 27.826 0.091 0.11 -0.058
O 14.545 8.496 28.878 -0.113 -0.009 0.257
O 7.491 7.278 29.288 0.141 -0.095 0.005
O 4.396 6.707 25.639 -0.055 -0.002 -0.157
O 9.162 14.035 27.065 -0.064 -0.181 -0.243
O 12.649 10.783 24.494 -0.072 -0.129 -0.411
O 12.039 15.084 21.514 -0.162 0.363 0.154
O 7.393 16.347 23.591 0.222 -0.05 -0.175
O 0.491 10.426 31.007 0.165 -0.032 0.081
O 14.076 2.398 28.751 0.113 -0.118 -0.053
O 12.231 4.702 33.405 -0.278 -0.03 -0.116
O 8.742 2.525 29.158 -0.058 0.141 -0.127
O 9.091 6.891 27.012 -0.093 0.109 -0.057
O 13.365 16.339 29.422 -0.037 -0.342 0.108
O 11.771 6.984 26.802 -0.026 0.107 -0.171
O 12.952 10.36 29.799 -0.003 -0.127 0.025
O 15.01 15.347 26.099 0.134 0.063 -0.284
O 14.056 14.755 34.379 -0.04 0.43 0.018
O 11.72 1.473 28.131 -0.161 -0.091 -0.121
O 12.375 2.342 32.285 0.069 -0.061 -0.155
O 3.938 15.515 32.077 -0.258 -0.071 0.15
O 0.532 3.144 33 -0.106 -0.121 -0.089
O 1.955 11.156 33.084 0.14 0.187 0.201
O 0.276 5.377 31.597 -0.236 -0.011 0.31
O 2.138 5.843 29.801 0.023 -0.086 -0.246
O 14.76 12.968 30.529 0.125 0.261 0.245
O 1.295 0.736 32.272 -0.094 0.149 0.056
O 4.109 4.326 30.959 -0.056 0.174 -0.014
O 0.91 8.662 32.939 0.182 -0.171 0.255
O 4.59 1.75 31.573 0.021 -0.039 -0.086
O 3.744 15.77 26.927 0.093 0.154 0.034
O 8.171 15.178 29.269 0.056 0.146 -0.008
O 5.57 14.838 28.595 -0.001 0.074 0.193
O 3.476 4.129 28.424 0.182 -0.279 0.016
O 8.119 5.507 33.091 0.013 -0.018 -0.011
O 6.292 3.644 32.403 0.318 0.264 0.341
O 3.834 0.113 29.597 0.095 -0.131 0.067
O 6.191 16.139 30.815 -0.042 0.078 0.177
O 7.576 11.727 32.926 0.278 -0.18 0.206
O 8.488 4.992 28.718 -0.237 -0.135 0.018
O 11.531 5.158 30.971 0.005 -0.234 0.209
O 6.88 3.183 27.281 0.031 -0.029 -0.061
O 12.009 13.575 30.836 0.136 0.256 0.021
O 1.094 15.217 30.453 0.12 0.122 0.396
O 12.327 9.258 32.194 -0.184 0.005 -0.068
O 13.198 11.698 32.166 0.069 0.171 -0.041
O 13.165 6.835 32.225 -0.001 -0.05 0.332
O 9.777 13.158 29.531 -0.055 -0.126 -0.06
O 9.722 13.162 32.258 0.211 0.022 0.064
O 15.734 15.3 32.394 -0.165 -0.081 0.523
O 15.627 0.871 30.625 -0.017 -0.097 0.367
Si 16.393 0.019 5.514 0.023 -0.021 -0.034
Si 2.732 2.769 5.524 -0.025 0.011 -0.023
Si 16.39 5.524 5.504 0.024 -0.01 -0.027
Si 2.678 8.249 5.453 0.028 -0.044 -0.066
Si 16.384 10.958 5.449 0 -0.01 -0.08
Si 2.742 13.676 5.559 0.008 0.027 -0.012
Si 5.498 0.012 5.517 0.022 0.055 0.008
Si 8.171 2.759 5.548 0.046 -0.009 -0.05
Si 5.411 5.498 5.539 -0.027 -0.027 -0.01
Si 8.21 8.233 5.561 0.033 0.07 0.026
Si 5.453 10.934 5.562 -0.012 -0.025 -0.014
Si 8.169 13.695 5.528 -0.003 -0.047 -0.045
Si 10.948 16.382 5.549 -0.071 -0.016 -0.029
Si 13.671 2.758 5.521 0.05 0.01 -0.044
Si 10.937 5.476 5.499 -0.024 -0.024 -0.051
Si 13.644 8.253 5.504 0.005 -0.001 -0.046
Si 10.883 11.009 5.525 0.03 -0.023 -0.044
Si 13.654 13.702 5.496 0.049 0.034 0.026
Si 1.366 1.381 6.882 -0.02 0.031 -0.025
Si 4.087 4.113 6.91 -0.015 0.02 0.028
Si 1.364 6.869 6.866 -0.03 -0.004 0.007
Si 4.07 9.551 6.876 0.01 0.018 -0.006
Si 1.348 12.29 6.871 -0.015 0.027 -0.009
Si 4.123 15.048 6.896 -0.017 -0.025 -0.01
Si 6.846 1.362 6.909 0.003 -0.032 0.015
Si 9.578 4.107 6.885 -0.02 0.025 -0.011
Si 6.827 6.841 6.888 -0.014 0.01 -0.023
Si 9.573 9.599 6.912 -0.061 0.01 0.005
Si 6.83 12.305 6.905 -0.005 0.032 -0.014
Si 9.569 15.02 6.902 0.043 -0.014 0.024
Si 12.313 1.368 6.89 -0.06 0.049 -0.015
Si 15.051 4.119 6.876 -0.019 -0.023 -0.009
Si 12.308 6.841 6.869 -0.007 0.004 -0.008
Si 15.035 9.596 6.858 -0.016 0 0.014
Si 12.3 12.325 6.878 0.014 -0.036 0.011
Si 15.03 15.042 6.881 -0.023 0.008 -0.021
Si 0.002 2.74 8.253 0.04 0.019 0.009
Si 2.734 0.003 8.249 -0.002 -0.007 0
Si 16.391 8.212 8.233 0.026 -0.01 -0.005
Si 2.72 5.487 8.251 0.02 -0.022 -0.003
Si 16.387 13.654 8.246 -0.01 -0.026 -0.006
Si 2.714 10.922 8.242 -0.01 0.002 0.003
Si 5.471 2.733 8.257 -0.015 -0.015 0
Si 8.214 16.39 8.266 0.022 0.03 -0.007
Si 5.455 8.194 8.248 -0.003 -0.041 0.009
Si 8.203 5.464 8.247 0.02 -0.012 0.021
Si 5.47 13.667 8.266 0.038 0.025 0.002
Si 8.194 10.935 8.276 0.014 -0.043 0.016
Si 10.935 2.721 8.249 0.02 -0.024 0.013
Si 13.665 16.391 8.263 0.064 0.009 0
Si 10.94 8.196 8.249 0.044 0.019 0.008
Si 13.67 5.464 8.242 0 -0.024 0.003
Si 10.932 13.653 8.27 -0.022 0.004 -0.001
Si 13.657 10.935 8.241 0.024 0.019 -0.011
Si 1.379 4.099 9.62 -0.016 0.007 0.004
Si 4.116 1.356 9.617 -0.01 0.02 -0.005
Si 1.365 9.546 9.614 -0.019 -0.006 0.004
Si 4.12 6.811 9.62 -0.005 0.017 0.001
Si 1.371 15.012 9.608 -0.008 0 -0.013
Si 4.103 12.274 9.604 -0.027 0 -0.011
Si 6.861 4.079 9.624 -0.008 0 0.009
Si 9.587 1.342 9.626 -0.021 -0.006 0.011
Si 6.837 9.539 9.623 -0.013 0.05 0.004
Si 9.581 6.813 9.619 -0.043 0.013 -0.001
Si 6.856 15.012 9.627 -0.026 -0.012 -0.003
Si 9.582 12.271 9.642 0.015 0.021 0.006
Si 12.312 4.077 9.609 -0.02 0.008 -0.008
Si 15.045 1.349 9.616 -0.027 0.003 -0.005
Si 12.311 9.545 9.621 -0.005 -0.028 -0.005
Si 15.047 6.822 9.604 -0.007 0.003 -0.006
Si 12.299 15.012 9.638 -0.018 -0.001 0.006
Si 15.025 12.28 9.619 -0.011 0 -0.005

Results
total energy: -115451.759 eV
total energy less fixed offsets of O -438.35, Si -107.03 eV per atom: 14.581 eV
